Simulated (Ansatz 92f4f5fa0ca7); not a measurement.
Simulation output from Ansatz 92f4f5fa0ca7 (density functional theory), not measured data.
Periodic cell of 212 atoms, Si132O80, from a study of silicon, its oxide and their interface. The atomic structure is a simulated model.
Doubt: the cutoff is far below the 930 eV that the study's wrapper takes by default for these files, so forces and energies are approximate.
This geometry differs little from another in the collection (a relaxation step or a small displacement).

Settings: functional PBE; potential files Ansatz PAW; basis plane waves; wave-function cutoff 580 eV; density cutoff ratio 5; exchange-correlation grid ratio 1; k mesh 1 x 1 x 1, Gamma-centred; self-consistency stop 5e-08 eV per atom in the density residual; occupations fixed; spin none; net charge 0.

Cell vectors (angstrom)
a	10.938	0	0
b	0	10.938	0
c	0	0	31.1688

Atoms and the computed forces on them: element, x, y, z (angstrom), force x, y, z (eV/angstrom)
Si	-0.4833	0.2937	23.8078	-0.0202	0.0437	0.0187
Si	6.1569	-0.4355	23.5797	0.0297	-0.048	0.0202
Si	2.2512	3.2453	23.8762	-0.0209	0.0253	0.0132
Si	8.8187	2.16	23.9088	0.0342	-0.0367	0.0079
Si	0.4393	4.8607	23.9919	0.0355	-0.0187	0.0028
Si	5.1004	5.9952	23.6458	-0.0344	0.0314	0.0198
Si	3.3256	7.7246	23.7659	0.023	-0.0408	-0.0017
Si	7.9201	8.7393	23.7712	-0.0474	0.0326	0.0144
Si	1.3773	1.3091	24.926	-0.0071	-0.0051	-0.001
Si	6.9148	1.3052	25.0012	-0.0054	0	0.0113
Si	4.1511	4.1748	24.9284	-0.0004	-0.0029	-0.0004
Si	9.6032	3.9814	25.1767	-0.007	-0.0067	0.01
Si	1.4515	6.7971	24.9616	-0.0039	0.0044	0.015
Si	6.8812	6.9018	24.9198	-0.0004	-0.0025	-0.0015
Si	4.2863	9.5699	24.8766	0.0013	0.0093	0.0037
Si	9.5429	9.6136	25.2204	0.0011	0.0008	-0.001
Si	2.8031	-0.0459	26.2787	0.0035	0.0034	-0.0017
Si	8.1749	0.0226	26.5077	0.0005	-0.001	-0.0119
Si	0.0769	2.6335	26.4561	0.0024	0.0113	-0.0122
Si	5.4871	2.7299	26.3005	0.0027	-0.004	-0.0046
Si	2.7692	5.4511	26.4035	0.0043	0.0052	-0.0165
Si	8.1913	5.4755	26.3449	0.003	0.0027	-0.0004
Si	0.0513	8.1596	26.3607	-0.005	-0.0011	-0.0017
Si	5.5212	8.2017	26.3819	-0.0003	-0.0002	-0.004
Si	4.1018	1.3673	27.7506	0.0452	0.003	-0.6513
Si	9.5708	1.3673	27.7506	0.1009	-0.017	0.8599
Si	1.3673	4.1018	27.7506	0.3104	-0.1815	0.2489
Si	6.8362	4.1018	27.7506	-0.101	-0.002	-0.3929
Si	4.1018	6.8362	27.7506	0.1534	0.1539	0.0516
Si	9.5708	6.8362	27.7506	0.0787	-0.1094	-0.2955
Si	1.3673	9.5708	27.7506	0.3583	-0.0483	-0.4687
Si	6.8362	9.5708	27.7506	-0.2069	-0.1812	0.6839
Si	0	0	29.1178	-0.1214	0.0591	0.0269
Si	5.469	0	29.1178	-0.0014	-0.0905	0.031
Si	2.7345	2.7345	29.1178	-0.0233	0.1048	0.0265
Si	8.2035	2.7345	29.1178	0.1396	0.0453	0.021
Si	0	5.469	29.1178	-0.0718	-0.0477	-0.0136
Si	5.469	5.469	29.1178	-0.044	0.0314	0.0004
Si	2.7345	8.2035	29.1178	0.0632	0.067	0.0112
Si	8.2035	8.2035	29.1178	-0.0402	0.0983	0.0138
Si	1.3673	1.3673	30.4851	0.0256	-0.0526	-0.0031
Si	6.8362	1.3673	30.4851	-0.0145	0.0368	-0.0479
Si	4.1018	4.1018	30.4851	0.0425	-0.0338	0.0123
Si	9.5708	4.1018	30.4851	-0.0162	0.0139	-0.0106
Si	1.3673	6.8362	30.4851	0.0088	-0.0115	-0.0418
Si	6.8362	6.8362	30.4851	0.0637	-0.0601	-0.0057
Si	4.1018	9.5708	30.4851	-0.0593	0.0103	-0.016
Si	9.5708	9.5708	30.4851	0.0865	-0.0956	0.0031
Si	2.7345	0	0.6835	0.0407	-0.0129	0.0304
Si	8.2035	0	0.6835	-0.067	0.0641	0.0028
Si	0	2.7345	0.6835	-0.0549	0.025	-0.008
Si	5.469	2.7345	0.6835	0.0444	-0.0283	0.0201
Si	2.7345	5.469	0.6835	-0.0343	0.0214	0.0107
Si	8.2035	5.469	0.6835	0.0239	0.0152	0.0408
Si	0	8.2035	0.6835	-0.0106	-0.0081	0.0273
Si	5.469	8.2035	0.6835	-0.0737	0.1167	-0.0166
Si	4.1018	1.3673	2.0507	-0.0264	0.0236	-0.0258
Si	9.5708	1.3673	2.0507	0.1304	0.0119	-0.0202
Si	1.3673	4.1018	2.0507	0.0183	-0.0263	0.0173
Si	6.8362	4.1018	2.0507	-0.0376	0.0036	0.0045
Si	4.1018	6.8362	2.0507	0.0788	-0.0456	-0.0264
Si	9.5708	6.8362	2.0507	-0.0253	0.021	0.0096
Si	1.3673	9.5708	2.0507	-0.1224	-0.0932	0.0026
Si	6.8362	9.5708	2.0507	0.0832	-0.1317	-0.0512
Si	0	0	3.418	-0.1118	0.1253	-0.3554
Si	5.469	0	3.418	-0.1411	0.2766	0.5787
Si	2.7345	2.7345	3.418	0.1957	-0.161	-0.169
Si	8.2035	2.7345	3.418	0.0293	0.0153	0.5451
Si	0	5.469	3.418	-0.0311	-0.0687	0.2148
Si	5.469	5.469	3.418	-0.1974	-0.0101	-0.4246
Si	2.7345	8.2035	3.418	-0.1526	-0.0671	0.4458
Si	8.2035	8.2035	3.418	-0.2963	0.1995	-0.8275
Si	1.3738	1.3498	4.7611	0.0129	0.0053	0.0044
Si	6.7987	1.4313	4.8737	-0.0108	0.0076	0.0032
Si	4.0907	4.1223	4.7671	-0.0194	0.0051	-0.0017
Si	9.5964	4.1052	4.8424	-0.0003	-0.0029	-0.014
Si	1.3482	6.8049	4.8366	-0.0084	0.0095	-0.0049
Si	6.804	6.8772	4.7022	-0.0093	-0.0159	-0.0087
Si	4.0409	9.6079	4.8367	0.0126	-0.0091	0.0101
Si	9.457	9.6493	4.7017	0.023	0.0054	-0.0027
Si	2.6734	0.0282	6.2685	0.006	-0.0148	-0.0126
Si	8.1245	-0.0104	6.2228	-0.0108	0.0145	-0.0108
Si	0.0582	2.6898	6.1844	-0.0025	0.0078	0.0125
Si	5.4987	2.9215	6.2544	0.0447	-0.0096	-0.0148
Si	2.6549	5.3278	6.2207	0.0129	-0.0052	0.0077
Si	8.1987	5.5849	6.0907	-0.0155	0.0267	0.0253
Si	-0.1214	8.2746	6.0052	-0.0038	0.0124	-0.0118
Si	5.3827	8.1486	6.101	-0.0325	0.0152	-0.0166
Si	3.7776	1.8061	7.4116	-0.0572	0.0301	0.0042
Si	10.0074	0.9134	7.3414	0.0245	-0.0245	-0.0127
Si	1.8619	3.4425	7.563	0.0395	-0.0382	-0.0479
Si	6.3964	4.9536	7.4204	0.0018	0.0595	0.1897
Si	4.4194	6.3635	7.3331	0.0528	0.0086	0.0235
Si	8.9177	7.5352	7.2212	0.0081	-0.0369	0.0963
Si	0.6805	10.0306	7.297	-0.0199	0.027	0.0226
Si	7.0743	9.1116	7.3968	0.0174	-0.0167	-0.0247
O	0.4858	9.2632	8.7976	0.0519	0.0208	0.0054
O	1.3497	3.6084	9.1265	-0.0396	0.0321	0.12
O	9.7582	1.3174	8.9444	-0.0073	0.0233	0.0328
O	6.5597	9.2102	8.9796	-0.0222	0.0206	0.0509
O	4.519	1.2117	8.7835	0.0207	-0.0086	0.0133
O	3.848	6.6828	8.8602	-0.0165	0.0022	0.0198
O	6.9517	5.5123	8.9187	0.3575	-0.0929	0.1234
O	9.1528	7.4535	8.9961	0.2843	0.2264	-0.1804
O	2.2871	3.2235	22.181	0.0122	-0.0166	-0.0248
O	6.0281	11.0674	22.0005	-0.0106	0.0308	-0.0451
O	8.4606	2.6694	22.3832	-0.0125	0.0179	-0.0244
O	0.0315	4.6692	22.3537	-0.0219	0.0088	-0.0196
O	8.7362	8.4585	22.3302	0.0266	-0.0095	-0.0276
O	2.8974	8.1844	22.2178	-0.0089	0.0111	-0.0208
O	5.6464	5.7048	22.0913	0.0201	-0.0161	-0.0415
O	10.5901	10.4391	22.3241	0.0067	-0.0204	-0.0263
Si	1.3606	4.3602	21.4227	0.0088	0.0148	0.0323
Si	1.52	3.7305	15.6883	0.0091	0.0037	0.0151
Si	8.7281	0.6442	10.0113	0.0088	-0.0662	-0.0447
Si	6.2192	0.8317	20.5319	0.0092	-0.0047	0.0418
Si	0.3526	13.3892	19.3485	0.0098	0.0231	0.0402
Si	4.0358	6.7986	10.4762	0.0143	0.0032	-0.0653
Si	10.0963	9.0416	21.6001	0.013	-0.0109	0.0208
Si	3.6532	7.5804	18.9995	-0.0272	-0.0059	0.0373
Si	8.6338	5.4586	19.4075	-0.0004	-0.0033	0.0304
Si	5.1107	14.0886	19.0698	-0.0005	0.0061	0.0328
Si	0.2122	10.642	14.6356	0.0017	-0.002	0.0089
Si	6.008	9.2927	10.5303	0.0003	0.0034	-0.0513
Si	-2.4581	1.9278	12.9606	-0.0011	-0.0554	-0.0279
Si	4.8324	10.2677	18.1209	0.0061	0.0028	0.0141
Si	8.3093	0.1636	15.3774	0.0003	-0.0057	0.0123
Si	6.1762	3.6412	13.9932	-0.0234	0.005	0.0044
Si	12.7744	7.3902	21.2575	0.0007	-0.0076	0.0379
Si	-3.7405	8.7102	16.7084	-0.004	0.0077	0.0153
Si	0.5335	2.3358	13.2304	0.0152	-0.0185	0.0083
Si	5.9556	6.6192	14.8237	-0.0103	-0.0024	0.0133
Si	3.187	6.3887	16.2603	-0.0074	0.0006	0.0122
Si	7.0168	13.4136	16.5557	-0.0024	-0.0064	0.0187
Si	1.4547	3.733	10.7485	0.099	-0.0707	-0.0527
Si	8.3599	5.8095	9.8111	0.067	-0.761	-0.3273
Si	1.0522	6.7646	11.5504	0.0303	0.1156	-0.0061
Si	7.5357	7.5804	12.3519	-0.0242	0.0858	0.0438
Si	8.8174	2.5049	20.8155	-0.0065	-0.006	0.0409
Si	2.7819	12.7146	17.7745	-0.0044	0.0031	0.0081
Si	5.7023	5.9006	20.4691	-0.0023	0.002	0.0398
Si	5.6521	1.231	9.9605	0.0185	-0.0138	-0.0301
Si	4.553	3.8306	11.4534	0.0175	-0.0034	-0.0325
Si	-0.5515	7.9509	13.7472	0.0148	0.0176	0.0128
Si	-0.7483	8.6931	9.702	-0.1058	-0.0251	-0.1573
Si	-1.2643	3.8369	17.0751	-0.0085	0.0049	0.0186
Si	0.6342	8.3416	16.3386	0.0091	0.0049	0.0115
Si	-1.3347	8.2196	18.8071	0.0041	0.0103	0.0435
O	4.8396	3.6977	13.0597	0.0059	-0.0017	0.0166
O	9.2147	-0.9723	10.0684	-0.0104	0.0632	0.0281
O	1.9892	7.4724	16.2474	0.0004	-0.0061	-0.0041
O	1.3923	3.4337	14.0865	-0.0026	0.0038	-0.006
O	8.1979	8.471	17.9886	-0.0027	-0.0014	-0.014
O	5.0856	4.6166	19.7171	0.0043	0.0043	-0.0145
O	0.9175	5.1823	11.2507	-0.0736	-0.0336	-0.024
O	2.143	5.7901	21.4645	-0.0029	0.0021	-0.0045
O	0.0347	4.2546	16.1828	0.0006	0.004	-0.0108
O	4.7428	5.4139	11.0268	0.0102	0.0004	0.0136
O	-1.2991	6.752	19.5765	-0.0056	-0.0008	-0.0164
O	6.2969	7.3318	13.394	0.0211	-0.0094	-0.0161
O	3.6741	3.0112	18.3411	-0.0074	-0.0046	-0.0193
O	5.848	9.5727	17.0519	0.0026	-0.0048	-0.0089
O	8.9252	7.5793	13.184	-0.0226	-0.0183	-0.0178
O	5.5059	2.6907	10.7097	-0.0031	0.0106	0.0247
O	11.2863	7.9042	21.6839	-0.0092	0.009	-0.0105
O	6.3261	13.8614	17.9706	0.0052	-0.0008	-0.0158
O	-3.7411	9.0102	11.6219	0.0083	-0.0286	0.0196
O	0.7408	2.5428	11.6226	-0.0172	0.0221	-0.0062
O	7.4828	11.8458	16.5863	-0.001	-0.0029	-0.0102
O	-0.6772	2.7197	18.1137	-0.0068	0.0021	-0.017
O	5.979	2.6688	15.3004	0.0035	0.0007	-0.0083
O	10.3262	1.8873	20.5513	-0.0032	0.0033	-0.0168
O	4.8213	7.215	20.0814	0.0044	-0.0006	-0.0175
O	5.3856	-0.1464	10.8321	0.0004	-0.0048	0.006
O	5.2337	2.1222	20.3393	0.0041	-0.0046	-0.0166
O	9.9238	11.3028	15.5077	-0.0082	0.0055	-0.0047
O	-3.0491	11.6623	13.9045	-0.0023	0.0115	0.0061
O	3.8008	6.5073	17.7748	-0.0006	-0.0009	-0.0214
O	9.5123	4.7661	9.6989	-0.7864	0.6565	0.1196
O	7.7304	6.4679	11.1738	0.0421	-0.1208	0.0077
O	1.0035	14.806	19.9104	-0.0143	-0.0271	-0.0274
O	3.8475	11.4739	17.5496	-0.0029	0.0041	-0.0086
O	-2.9728	9.5211	15.5152	-0.0002	-0.0001	-0.0064
O	2.1647	7.5999	19.6835	0.0153	0.0038	-0.0273
O	7.3942	3.1417	13.0173	0.0044	0.0147	-0.0001
O	8.4238	3.247	16.2083	0.0018	0.001	-0.0117
O	-1.9876	16.018	17.8482	0.002	-0.002	-0.0176
O	0.671	7.0549	13.1122	-0.0042	-0.0142	0.0098
O	8.7631	4.0389	20.2232	0.0001	0.0117	-0.0178
O	7.202	6.0864	19.8646	0.0042	-0.0019	-0.0169
O	-4.1759	7.2706	16.0857	-0.0029	-0.0086	-0.014
O	3.0271	3.4758	11.1052	-0.0394	0.0092	0.0029
O	2.6139	4.8979	15.9587	-0.0023	-0.0002	-0.0053
O	4.3483	6.7033	15.1479	0.0093	-0.0011	-0.0059
O	10.9063	7.7864	10.8256	0.0758	-0.1023	0.1026
O	11.9318	11.7908	13.7826	-0.0005	0.0077	-0.0018
O	5.7784	10.713	19.3747	-0.0061	0.0002	-0.0157
O	-0.045	8.399	17.8155	0.0023	-0.0026	-0.0223
O	2.5929	7.1352	11.1717	-0.0138	-0.0021	0.0173
O	-0.3091	-1.3777	13.5122	-0.0054	-0.0081	-0.0019
O	2.0348	24.2211	16.4264	-0.0011	0.0017	-0.0083
O	7.743	1.3949	20.2539	-0.0055	0.0004	-0.0191
O	1.5707	12.3968	18.8655	0.004	-0.0065	-0.0127
O	-4.4606	5.0915	14.6577	0.0022	0.0022	-0.0038
O	-3.7259	1.0035	9.4326	-0.0253	0.0094	0.0224
O	9.7547	9.3174	20.0223	-0.0074	-0.0053	-0.0354
O	-6.0242	8.1256	10.7783	0.006	0.0035	0.0158
O	1.0825	9.8261	15.7623	0.0016	-0.0045	-0.0056
O	-1.0577	2.5228	13.5282	-0.0041	0.015	0.0018
O	3.783	9.1224	18.547	0.0058	0.0067	-0.0109
O	-0.4951	7.6749	15.3563	-0.0063	-0.0043	-0.0065
O	8.769	1.2832	11.4937	-0.0016	0.0394	0.0462

Results
free energy: -129406.647 eV
free energy less fixed offsets of O -568.88, Si -635.61 eV per atom: 4.273 eV

The program warned: the cutoff lies below the one the program advises for these potential files; the exchange-correlation potential is rough where the density is thin.
